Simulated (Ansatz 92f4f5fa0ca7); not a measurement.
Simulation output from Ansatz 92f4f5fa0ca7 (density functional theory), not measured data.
Periodic cell of 213 atoms, Si132O80H1, from a study of silicon, its oxide and their interface. The atomic structure is a simulated model.

Settings
functional: PBE
potential files: Ansatz PAW
basis: plane waves
wave-function cutoff: 700 eV
density cutoff ratio: 5
exchange-correlation grid ratio: 1
k mesh: 2 x 2 x 1, shifted by 0.5 0.5 0.5 of a step
self-consistency stop: 5e-08 eV per atom in the density residual
occupations: fixed
spin: none
net charge: +1 e, with a uniform compensating background and no finite-size correction

Cell vectors (angstrom)
a	10.938	0	0
b	0	10.938	0
c	0	0	31.7763

Atoms: element, x, y, z (angstrom)
Si	-0.3881	0.3578	24.3817
Si	6.1803	-0.5592	24.3636
Si	2.1377	3.3145	24.441
Si	8.6222	2.0922	24.3456
Si	0.4872	5.091	24.2904
Si	4.7493	6.1139	24.3542
Si	3.0418	7.9306	24.5039
Si	7.7697	8.539	24.3394
Si	1.2822	1.458	25.6574
Si	6.9308	1.243	25.7459
Si	4.0343	4.1781	25.5715
Si	9.5602	4.0586	25.4272
Si	1.3727	6.7949	25.6957
Si	6.7063	6.8444	25.5686
Si	4.2133	9.6369	25.5869
Si	9.5265	9.5439	25.603
Si	2.7392	0.0403	26.9293
Si	8.2605	-0.0759	27.0956
Si	-0.0722	2.796	27.0145
Si	5.4641	2.7428	26.9209
Si	2.7392	5.46	27.0635
Si	8.1755	5.4488	26.8692
Si	-0.0162	8.2014	26.9661
Si	5.463	8.2285	27.0282
Si	4.1018	1.3673	28.3581
Si	9.5708	1.3673	28.3581
Si	1.3673	4.1018	28.3581
Si	6.8362	4.1018	28.3581
Si	4.1018	6.8362	28.3581
Si	9.5708	6.8362	28.3581
Si	1.3673	9.5708	28.3581
Si	6.8362	9.5708	28.3581
Si	0	0	29.7253
Si	5.469	0	29.7253
Si	2.7345	2.7345	29.7253
Si	8.2035	2.7345	29.7253
Si	0	5.469	29.7253
Si	5.469	5.469	29.7253
Si	2.7345	8.2035	29.7253
Si	8.2035	8.2035	29.7253
Si	1.3673	1.3673	31.0926
Si	6.8362	1.3673	31.0926
Si	4.1018	4.1018	31.0926
Si	9.5708	4.1018	31.0926
Si	1.3673	6.8362	31.0926
Si	6.8362	6.8362	31.0926
Si	4.1018	9.5708	31.0926
Si	9.5708	9.5708	31.0926
Si	2.7345	0	0.6835
Si	8.2035	0	0.6835
Si	0	2.7345	0.6835
Si	5.469	2.7345	0.6835
Si	2.7345	5.469	0.6835
Si	8.2035	5.469	0.6835
Si	0	8.2035	0.6835
Si	5.469	8.2035	0.6835
Si	4.1018	1.3673	2.0507
Si	9.5708	1.3673	2.0507
Si	1.3673	4.1018	2.0507
Si	6.8362	4.1018	2.0507
Si	4.1018	6.8362	2.0507
Si	9.5708	6.8362	2.0507
Si	1.3673	9.5708	2.0507
Si	6.8362	9.5708	2.0507
Si	0	0	3.418
Si	5.469	0	3.418
Si	2.7345	2.7345	3.418
Si	8.2035	2.7345	3.418
Si	0	5.469	3.418
Si	5.469	5.469	3.418
Si	2.7345	8.2035	3.418
Si	8.2035	8.2035	3.418
Si	1.3966	1.3357	4.7391
Si	6.798	1.3806	4.8643
Si	4.1369	4.0902	4.7696
Si	9.5592	4.0943	4.7876
Si	1.3862	6.8644	4.8511
Si	6.8062	6.8573	4.7121
Si	4.0815	9.6121	4.905
Si	9.6417	9.5031	4.6967
Si	2.6454	0.0662	6.3287
Si	8.2808	-0.085	5.9986
Si	0.0505	2.7259	6.0566
Si	5.3615	2.7372	6.3347
Si	2.8237	5.4903	6.1421
Si	8.1606	5.5019	6.0776
Si	0.0017	8.2302	6.2445
Si	5.5553	8.2107	6.186
Si	3.4149	1.9688	7.5811
Si	10.0133	0.9222	7.1927
Si	1.7513	3.7752	7.3068
Si	6.2901	4.7148	7.2704
Si	4.6222	6.4235	7.4115
Si	9.2637	7.0517	7.4295
Si	0.7409	10.1234	7.5308
Si	7.5157	9.027	7.276
O	0.7724	9.85	9.2001
O	1.1757	4.5177	8.6816
O	5.3672	-1.5195	10.6595
O	7.1179	9.8279	8.6829
O	3.5329	1.627	9.2156
O	4.6284	6.617	9.13
O	6.5595	4.8668	9.1877
O	9.8507	6.0878	8.7057
O	2.4385	2.9239	22.8411
O	6.2988	10.8592	22.7371
O	7.6786	2.2769	22.9559
O	0.3646	5.6101	22.7145
O	2.3179	8.6289	23.15
O	8.1762	8.052	22.7997
O	4.8776	5.7996	22.7442
O	11.3109	10.5831	23.0534
Si	0.3504	3.6486	14.9904
Si	6.9277	11.2018	14.099
Si	3.897	2.0495	10.7485
Si	3.3907	1.7116	22.3229
Si	1.8806	10.1028	22.6001
Si	4.885	10.2003	12.0168
Si	13.3531	11.2023	19.9045
Si	6.3733	13.4494	17.0639
Si	9.6851	3.4175	19.7449
Si	2.7355	17.5707	19.4407
Si	-1.4752	13.3019	16.9778
Si	1.6039	8.6253	15.6533
Si	1.132	6.2642	12.1936
Si	10.4199	11.5761	19.1087
Si	9.5872	6.0516	13.9996
Si	5.4544	14.1028	14.3855
Si	11.0131	5.8614	21.1229
Si	6.3934	12.4341	22.279
Si	-0.9225	2.0252	10.0878
Si	5.3497	5.7404	21.1989
Si	5.9827	6.3256	9.9939
Si	7.0317	16.0061	12.4886
Si	2.547	14.496	12.9842
Si	11.5916	10.6253	10.6461
Si	8.8971	10.9077	11.8988
Si	13.2088	9.0412	12.6225
Si	6.6963	3.2555	20.0479
Si	8.5775	9.2373	18.8641
Si	8.1386	7.415	21.2935
Si	6.5998	3.4304	10.1782
Si	6.88	-1.7719	10.1362
Si	6.3031	10.457	17.0664
Si	-0.1268	5.0232	9.5169
Si	-0.936	7.5501	16.6329
Si	1.4825	5.8704	16.834
Si	3.5743	9.3587	17.8531
O	8.4471	11.1658	13.4476
O	7.9167	-1.1022	11.1639
O	10.3436	10.2068	11.6213
O	2.4176	5.6334	18.1564
O	9.5963	6.6971	21.009
O	4.9263	2.1108	22.7184
O	9.7307	3.5304	18.1018
O	-4.0029	10.4595	15.546
O	3.068	8.0786	18.7353
O	0.5308	12.2454	10.3196
O	6.7951	17.4343	21.0969
O	6.2341	1.7552	14.0577
O	1.3883	6.5981	20.417
O	3.5004	10.6458	18.8439
O	9.2097	17.8875	15.3131
O	7.0743	-3.4057	9.8945
O	14.0633	12.4344	20.7227
O	13.6142	13.7247	11.5419
O	-0.9253	3.6457	9.9728
O	6.0728	-0.6473	13.0863
O	10.8829	17.6284	13.2383
O	4.1022	6.2584	20.2624
O	-3.0282	13.3591	16.4714
O	2.0697	7.0475	15.8289
O	5.9269	5.9244	11.5706
O	4.3863	0.7519	11.5903
O	6.5638	1.7344	20.6664
O	8.2844	16.9096	12.9949
O	1.1032	11.6457	19.0588
O	-0.0195	17.2967	17.2933
O	7.5287	3.8957	11.429
O	5.4467	14.277	16.0025
O	2.9747	11.2441	23.0992
O	10.7931	4.4091	20.3918
O	8.9856	8.094	17.7635
O	7.9177	8.5652	20.1733
O	12.8866	18.5681	11.8841
O	6.3575	3.2991	18.4669
O	1.3542	15.4289	15.9722
O	2.2055	16.0858	12.7355
O	7.4698	10.1881	18.1565
O	5.6126	4.1913	20.7954
O	2.5906	9.5511	16.5563
O	-5.2081	11.969	17.2825
O	9.3872	1.4333	8.679
O	10.994	8.7661	16.165
O	10.5179	13.3957	15.7556
O	3.9339	14.2143	13.8043
O	-0.9874	1.8374	20.1379
O	6.9678	2.2457	9.1706
O	9.7867	11.8589	17.6368
O	-1.0832	10.0902	19.4522
O	1.2651	13.908	13.8138
O	12.8827	10.0494	20.9725
O	10.0527	15.4831	14.3963
O	1.617	9.1243	14.1019
O	0.4016	5.756	10.8453
O	8.205	3.8361	20.2814
O	3.8613	9.2239	12.7914
O	-5.8244	9.3447	17.275
O	5.0913	3.1776	10.6933
O	1.9131	10.2646	11.5878
O	6.2954	4.4152	13.7573
O	8.9695	1.4728	11.2195
H	7.8606	1.9045	8.9003

Results
free energy: -129446.588 eV
free energy less fixed offsets of H -17.10, O -569.03, Si -635.61 eV per atom: -6.568 eV

Forces (eV/angstrom), in the order of the atoms: element, x, y, z
Si	-0.0071	0.0226	-0.0407
Si	0.0647	-0.0134	-0.0423
Si	-0.0368	0.0431	-0.0551
Si	-0.0129	-0.0736	-0.0419
Si	0.0367	-0.0075	-0.0485
Si	-0.0537	0.0518	-0.0554
Si	0.016	-0.0385	-0.0407
Si	-0.0205	0.0176	-0.0603
Si	0.0014	0.0135	-0.0007
Si	-0.0212	-0.0278	-0.0335
Si	-0.0171	0.021	0.0147
Si	0.038	-0.0255	0.0266
Si	-0.0064	-0.0041	-0.0337
Si	-0.0118	-0.0074	0.0051
Si	0.0439	-0.0222	0.026
Si	-0.0218	0.0244	-0.0189
Si	0.0064	-0.0009	0.0477
Si	0.008	0.0034	-0.0284
Si	-0.0055	-0.0024	-0.0451
Si	-0.0186	0.0207	0.0523
Si	0.0025	-0.0018	-0.0268
Si	0.0039	-0.0125	0.0566
Si	0.0021	-0.0011	0.1029
Si	-0.0067	-0.0026	-0.0405
Si	-0.0225	0.1808	-0.3762
Si	0.0842	0.1369	0.4762
Si	-0.2514	-0.0181	0.3908
Si	0.0472	-0.0296	-0.5698
Si	0.0427	0.1752	0.389
Si	-0.2753	-0.1968	-0.5425
Si	0.1269	0.0836	-0.4815
Si	-0.0197	-0.2997	0.7092
Si	0.0776	0.1648	-0.0001
Si	0.0811	-0.0269	-0.0302
Si	-0.0692	-0.0253	-0.015
Si	-0.0235	-0.1236	-0.0069
Si	0.0479	-0.0648	-0.0101
Si	0.0063	0.0824	-0.0217
Si	0.0483	-0.0337	0.0026
Si	-0.1657	-0.0536	0.0262
Si	0.064	-0.0824	0.022
Si	-0.0399	0.072	-0.0062
Si	0.0072	-0.0155	-0.0088
Si	-0.0458	0.0571	-0.0151
Si	-0.0795	0.0486	-0.0028
Si	0.0971	-0.0277	0.0237
Si	-0.0499	0.0683	-0.0112
Si	0.0255	-0.0658	-0.0137
Si	0.0166	-0.0436	0.0059
Si	-0.0346	0.0488	-0.0167
Si	-0.024	0.0238	-0.0024
Si	0.0353	-0.0602	0.013
Si	-0.0283	0.0511	-0.0099
Si	0.0346	-0.0688	0.0055
Si	0.0578	-0.0183	0.0171
Si	-0.0262	0.0014	-0.005
Si	0.0011	0.0404	-0.02
Si	-0.043	-0.1058	0.055
Si	0.0302	0.0026	0.0515
Si	-0.0096	0.0458	-0.0243
Si	0.0102	-0.0305	0.0472
Si	-0.0722	0.004	-0.0485
Si	0.0279	0.1309	-0.0435
Si	0.0832	-0.0189	0.0493
Si	0.3335	-0.1537	-0.5821
Si	-0.2633	0.1357	0.5981
Si	0.207	-0.0638	-0.2338
Si	-0.3126	-0.0944	0.3209
Si	0.0737	0.2275	0.4191
Si	0.0109	-0.1849	-0.4938
Si	0.089	0.2644	0.5685
Si	0.0894	-0.1257	-0.6185
Si	0.028	-0.0076	0.0263
Si	-0.0332	0.0254	-0.0458
Si	0.0065	-0.0117	0.0283
Si	-0.0066	0.0008	-0.0696
Si	-0.0084	0.0154	-0.0769
Si	-0.0062	-0.0055	0.0287
Si	-0.0051	0.0088	-0.0657
Si	0.0096	-0.0158	0.0377
Si	-0.0093	0.0066	-0.0021
Si	0.0148	-0.0061	0.0247
Si	0.0218	-0.0082	0.0203
Si	-0.0122	0.0207	-0.0158
Si	0.0092	-0.0087	0.0167
Si	0.0025	-0.0012	0.017
Si	-0.0021	0.0199	-0.007
Si	0.0241	-0.0191	0.0023
Si	-0.0457	0.0373	0.0518
Si	-0.0063	-0.0385	0.0438
Si	0.0099	-0.0188	0.0411
Si	-0.0284	0.0331	0.0374
Si	0.0302	-0.035	0.052
Si	-0.0227	0.017	0.0517
Si	-0.0245	0.0257	0.0466
Si	0.039	-0.0372	0.0307
O	0.0056	0.0163	0.0013
O	-0.0243	-0.0038	-0.0057
O	0.013	0.0121	0.0164
O	-0.0059	-0.0134	0.0071
O	0.0147	0.009	-0.0028
O	0.0197	-0.0003	-0.014
O	-0.0021	-0.0072	0.0047
O	0.0186	0.0038	-0.0049
O	0.0256	-0.0233	0.0198
O	-0.013	0.0207	0.0255
O	0.0143	-0.0081	-0.0025
O	-0.0137	-0.0053	-0.0061
O	0.0028	0.0273	0.0089
O	-0.0049	-0.0019	0.0004
O	0.0139	-0.0067	-0.0001
O	0.0174	-0.0022	0.0121
Si	0.0029	-0.0069	0.0019
Si	0.0054	0.0001	0.0055
Si	-0.0037	-0.0087	0.0069
Si	-0.0001	-0.0053	-0.0017
Si	0.0083	0.0074	-0.0022
Si	-0.0039	-0.0036	-0.0022
Si	0.0024	0.0037	-0.0027
Si	-0.0045	0.0046	0.003
Si	0.0008	0.0001	0.0057
Si	0.0014	0	-0.0079
Si	0.002	-0.0024	-0.0027
Si	0.0018	0.0031	0.0001
Si	0.0022	0.0047	0.0016
Si	0.0013	-0.004	0.0044
Si	-0.003	0.0036	0.0018
Si	0.0008	-0.0007	0.0064
Si	-0.0017	-0.0022	0.0029
Si	-0.0012	0.0072	-0.0045
Si	-0.0019	0.0058	-0.0109
Si	-0.0045	-0.009	0.0005
Si	-0.0026	0.0286	-0.0205
Si	0.0047	0.0007	0.0074
Si	-0.0034	-0.004	0.0021
Si	0.0028	0.0043	0.0019
Si	0.0016	-0.002	0.0135
Si	0.0044	-0.0038	0.0023
Si	-0.0021	0.0021	0.0032
Si	-0.0002	-0.0012	0.0068
Si	0.0013	0.0098	0.0016
Si	-0.0001	0.0013	0.009
Si	-0.0054	-0.0089	-0.0006
Si	-0.001	-0.0039	0.0032
Si	-0.0023	-0.0053	0.0043
Si	-0.0067	-0.0002	0.003
Si	0.0052	-0.0036	0.004
Si	0.002	0.0019	0.0017
O	-0.0128	-0.0029	-0.0142
O	-0.0175	0.0104	-0.0002
O	0.0014	0.0197	-0.012
O	-0.022	0.0244	-0.0064
O	0.0042	-0.0076	0.0025
O	-0.0083	-0.0242	-0.0169
O	-0.007	-0.0275	0.008
O	-0.0069	0.0132	0.0023
O	-0.0027	0.002	-0.0093
O	-0.0356	-0.0286	0.0003
O	-0.0004	-0.0126	0.0014
O	-0.0041	0.0045	0.0048
O	0.0001	-0.0233	0.0022
O	-0.0206	-0.0125	0.0023
O	0.0288	-0.0097	-0.0011
O	-0.0343	-0.0058	0.0098
O	-0.0121	-0.0246	0.0209
O	0.0139	0.0037	0.0189
O	0.0232	-0.0036	-0.0053
O	0.0009	0.0124	-0.0127
O	-0.0085	-0.0113	-0.0028
O	-0.0062	0.0045	0.0186
O	-0.0024	-0.0013	0.0278
O	-0.0279	0.011	0.0208
O	0.0216	-0.0148	0.0033
O	0.0091	0.0075	-0.0111
O	-0.0029	0.03	0.014
O	0.002	-0.014	0.0055
O	-0.0085	-0.0104	0.0131
O	0.0151	0.0155	-0.0308
O	-0.0342	0.028	0.0068
O	0.0197	-0.02	-0.0155
O	-0.015	0.012	-0.0479
O	-0.0145	0.0166	0.0029
O	0.0128	0.0094	0.0005
O	0.0173	-0.0026	-0.0041
O	-0.008	0.0063	0.0179
O	0.0119	-0.0178	-0.0001
O	-0.0196	0.0117	-0.0054
O	-0.0121	-0.0033	-0.0125
O	-0.007	-0.01	-0.0094
O	0.0159	0.0085	-0.0072
O	-0.0015	-0.0252	0.0107
O	0.0246	0.004	-0.0096
O	0.0315	0.0075	0.0044
O	0.0104	-0.0364	0.0058
O	-0.0001	0.016	0.0109
O	-0.0011	0.0031	-0.0033
O	-0.0002	0.0125	-0.0354
O	-0.0581	0.0158	0.0029
O	0.004	0.0309	0.017
O	-0.0085	0.004	-0.0119
O	0.0117	0.0242	0.0024
O	0.0102	0.0279	0.0107
O	0.0055	0.0191	0.0003
O	0.0093	-0.0115	-0.0027
O	0.0002	-0.0062	0.0014
O	-0.0015	-0.02	-0.0166
O	-0.0121	-0.0062	-0.0034
O	0.0042	0.0214	0.0002
O	0.0102	-0.0106	-0.0071
O	-0.0066	-0.0098	-0.012
O	-0.0005	-0.0113	-0.0163
O	0.0296	-0.0104	-0.008
H	0.0384	-0.0209	-0.0031

The program warned: the cutoff lies below the one the program advises for these potential files; the exchange-correlation potential is rough where the density is thin.
